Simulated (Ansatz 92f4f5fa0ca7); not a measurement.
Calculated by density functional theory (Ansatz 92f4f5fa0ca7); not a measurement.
Periodic cell of 264 atoms, Si152O112, from a study of silicon, its oxide and their interface. The atomic structure is a simulated model.
This geometry differs little from another in the collection (a relaxation step or a small displacement).

Settings: functional r2SCAN; potential files Ansatz PAW; basis plane waves; wave-function cutoff 800 eV; density cutoff ratio 5; exchange-correlation grid ratio 1; k mesh 1 x 1 x 1, shifted by 0.5 0.5 0 of a step; self-consistency stop 1e-10 eV per atom in the density residual; occupations fixed; spin none; net charge 0.

Cell vectors (angstrom)
a 10.887 0 0
b 0 10.887 0
c 0 0 37.8768

Atoms and the computed forces on them: element, x, y, z (angstrom), force x, y, z (eV/angstrom)
Si -0.3313 0.2604 0.0599 0.0104 0.0003 -0.0443
Si 2.565 2.3109 0.2232 0.0025 -0.0066 -0.0379
Si -0.3937 5.7206 -0.1053 0.008 -0.0027 -0.0522
Si 2.968 7.8279 0.334 -0.0014 0.0042 -0.0439
Si 4.9958 0.1581 0.1708 -0.0036 -0.0009 -0.0446
Si 8.2431 2.3957 0.0526 -0.0087 0.0033 -0.0418
Si 5.0461 5.4426 0.1782 -0.0007 -0.0037 -0.04
Si 8.0226 7.7381 -0.1909 -0.011 -0.0006 -0.0487
Si 1.1134 1.2363 1.639 0.0018 -0.0009 0.0085
Si 3.7962 3.9576 1.4111 -0.0026 -0.0015 -0.0006
Si 1.1839 6.7526 1.3629 0.0007 -0.0026 0.0037
Si 4.0533 9.4357 1.578 0.0002 0.002 -0.0017
Si 6.6812 1.2788 1.3873 -0.002 -0.0002 -0.0009
Si 9.4508 4.0456 1.2523 0.0017 0.003 0.0046
Si 6.6797 6.6406 1.3933 0.0017 -0.0001 -0.0018
Si 9.3055 9.4213 1.0935 -0.0028 -0.0017 -0.0042
Si -0.1344 2.7748 2.8073 0.0002 0.0024 -0.0051
Si 2.6158 -0.0901 2.861 0.0013 0.0002 0.0032
Si -0.1538 8.193 2.6282 -0.0026 -0.0036 -0.0053
Si 2.5407 5.3938 2.767 -0.0031 0.0011 0.0027
Si 5.3197 2.6809 2.7212 0.0021 -0.0012 -0.0042
Si 8.0816 -0.1057 2.6621 0.0005 -0.0036 0.0036
Si 5.4604 8.0821 2.826 0.0038 -0.0019 -0.0014
Si 8.1138 5.3544 2.7104 0.0023 -0.0005 -0.0036
Si 1.2707 4.0618 4.1788 0.0012 0.0004 0.0039
Si 4.0225 1.3167 4.1225 0.0008 0.0026 -0.0024
Si 1.2268 9.4484 4.1199 -0.0028 -0.0021 -0.0026
Si 3.9968 6.7459 4.0875 -0.0002 -0.0023 0.0033
Si 6.7227 4.0305 4.0701 -0.0011 -0.002 0.0024
Si 9.4081 1.3183 4.0588 0.0009 -0.0014 -0.0005
Si 6.8081 9.4725 4.1378 0.0012 0.0007 -0.0024
Si 9.4691 6.7792 4.0365 0.0002 0.0012 -0.0007
Si -0.0592 0.0059 5.4437 -0.0021 -0.0003 -0.0015
Si 2.6964 2.7089 5.4782 -0.0002 -0.0003 0.0013
Si -0.0556 5.4721 5.4688 -0.0001 -0.0014 -0.0004
Si 2.6545 8.1239 5.4501 0.0001 -0.0019 -0.004
Si 5.4249 -0.026 5.4562 0.0008 -0.0013 -0.0011
Si 8.0838 2.6823 5.4426 0.0008 -0.0014 -0.0025
Si 5.4045 5.4177 5.4398 -0.0004 -0.0005 -0.0021
Si 8.1786 8.1324 5.4715 0.0007 -0.0003 0.0006
Si 1.3413 1.3437 6.8075 0 -0.0019 0.0003
Si 4.0813 4.0667 6.8271 0.0002 -0.0008 0.0008
Si 1.3396 6.7887 6.8439 -0.0005 -0.0009 -0.0002
Si 4.0504 9.503 6.7832 -0.0006 -0.0011 -0.0023
Si 6.7741 1.3393 6.8359 0.0005 -0.0001 0.0006
Si 9.4829 4.0694 6.7759 -0.0006 -0.0004 -0.0021
Si 6.7926 6.7795 6.7932 0.0002 -0.0019 -0.0007
Si 9.5275 9.5168 6.8311 0.0011 -0.0005 0.0016
Si 0.0072 2.7504 8.1314 -0.0003 -0.0012 0.0009
Si 2.7446 0.0108 8.1589 -0.0008 -0.002 0.0019
Si 0.0343 8.1923 8.1988 -0.0001 -0.0012 -0.0006
Si 2.75 5.4565 8.1747 -0.0005 -0.0002 -0.0003
Si 5.4618 2.7341 8.1963 0.0009 -0.0009 0.0006
Si 8.1848 0.0133 8.1767 -0.0005 -0.0016 0.0002
Si 5.4588 8.177 8.1274 -0.0007 -0.0006 0.0005
Si 8.1771 5.4447 8.1586 0.0001 -0.0017 -0.0002
Si 1.3951 4.0864 9.4991 -0.0003 -0.0006 0.0002
Si 4.1193 1.3614 9.5367 0.0002 -0.0007 0.0016
Si 1.4186 9.557 9.5446 0.0004 -0.0009 0.0009
Si 4.1374 6.8327 9.5074 -0.0001 -0.0008 0.0015
Si 6.8577 4.0951 9.5415 0.0004 -0.0001 0.0003
Si 9.5713 1.3969 9.508 0.0001 -0.001 0.0014
Si 6.8248 9.528 9.5003 0.0013 -0.001 0.0014
Si 9.5568 6.8087 9.5184 0.0005 -0.0002 0.0022
Si 0.0725 0.0747 10.8713 -0.0008 -0.0021 -0.0024
Si 2.7682 2.7505 10.868 -0.0005 -0.0005 -0.0005
Si 0.0811 5.4717 10.8608 -0.0009 -0.001 0.0001
Si 2.838 8.2256 10.881 -0.0004 -0.0017 -0.0025
Si 5.5306 0.0247 10.887 -0.0005 -0.0015 -0.0012
Si 8.2538 2.7559 10.9019 0.0006 -0.0021 -0.0009
Si 5.5286 5.5066 10.8662 -0.0007 0.0001 -0.0028
Si 8.212 8.2014 10.8586 0.0003 0.0012 -0.0004
Si 1.4421 1.4105 12.2719 -0.002 0.0029 0.0019
Si 4.1741 4.1253 12.1649 -0.0008 0.0007 0.0027
Si 1.4716 6.8526 12.1783 0.0024 -0.002 0.0001
Si 4.2047 9.5773 12.2835 0.001 -0.0012 -0.0006
Si 6.9342 1.3554 12.2517 -0.0002 -0.0011 0.0043
Si 9.6537 4.1105 12.2531 0.0018 -0.0037 0.0024
Si 6.886 6.866 12.2603 -0.0015 0.001 0.0032
Si 9.5796 9.5998 12.1747 -0.0007 -0.0006 0.0013
Si 0.1222 2.7728 13.6731 0.0004 -0.0016 0.0039
Si 2.8461 0.0757 13.6195 -0.0002 -0.0021 -0.0024
Si 0.12 8.2844 13.4483 0.0004 -0.0007 -0.0041
Si 2.8711 5.5164 13.5186 -0.0008 -0.0013 -0.0043
Si 5.5494 2.7658 13.4943 0.0004 -0.0008 0.0013
Si 8.3292 0.0307 13.672 0.001 -0.0021 0.0025
Si 5.6057 8.2696 13.6749 -0.0005 -0.0014 0.0031
Si 8.3213 5.5249 13.5591 -0.0004 -0.0011 -0.0019
Si 1.5544 4.1681 14.9203 -0.001 -0.0029 0.0002
Si 4.2205 1.4573 14.9431 -0.0034 -0.0026 -0.0051
Si 1.4502 9.5896 14.8936 -0.0002 0.0017 0.0021
Si 4.2204 6.8722 14.9275 -0.0011 -0.002 -0.0004
Si 6.997 4.0745 14.8097 0.0004 -0.0015 0.0024
Si 9.7414 1.3667 15.0965 0.0024 -0.0016 0.0042
Si 6.9911 9.5781 15.1229 -0.0022 -0.0001 0.0002
Si 9.7127 6.9432 14.8281 -0.0012 -0.0029 -0.0003
Si 0.0708 -0.2054 16.4817 0.0112 -0.0001 0.0493
Si 3.1729 3.1083 16.2608 -0.0027 -0.0042 0.0455
Si 0.4188 5.8156 16.095 -0.0078 -0.0065 0.0326
Si 2.5752 8.0189 16.1685 0.0032 0.0093 0.0275
Si 5.8082 0.3836 16.2877 -0.0079 -0.0009 0.0333
Si 8.0675 2.5309 16.2338 0.0064 0.0041 0.042
Si 5.4647 5.2481 16.0606 0.003 -0.0005 0.0383
Si 8.7226 8.4506 16.3286 0.0003 -0.0123 0.049
Si -9.812 5.7287 35.0018 0.0074 0.0012 -0.0931
Si -7.5712 9.6845 24.2646 0.0167 0.0082 0.0458
Si 4.8167 6.1861 22.7298 0.0044 -0.0087 0.0627
Si 1.704 -12.898 21.5621 0.0024 -0.003 0.0669
Si 25.0875 29.9977 31.5371 0.0013 -0.0015 -0.0513
Si 9.563 15.2161 18.3216 0.0068 -0.0019 0.0817
Si 11.4819 4.211 20.5951 0.001 0.0025 0.0691
Si 5.1662 3.4669 26.3528 0.0044 0.0068 0.0053
Si 37.6484 -7.5303 21.4902 0.0094 0.0014 0.0691
Si 4.7428 3.1372 29.4701 0.0007 -0.0102 -0.0264
Si -4.0623 6.767 24.7837 0.0019 0.0066 0.0289
Si 10.2835 7.0489 21.4998 0.0026 -0.0032 0.0691
Si 13.7348 30.1635 26.9967 0 -0.0049 0.0064
Si 10.4671 45.2571 21.5962 -0.0119 -0.002 0.0689
Si 4.5637 0.7794 35.3157 -0.0022 -0.0024 -0.0801
Si 32.2536 25.5942 25.4549 0.0014 -0.0017 0.0241
Si 26.2775 9.3325 18.1246 0.0029 -0.0156 0.0971
Si 25.8688 27.1035 31.3611 -0.0029 0.0041 -0.0454
Si 12.5184 31.3293 29.3762 0.005 0.009 -0.0325
Si 14.9658 6.11 25.5651 0.0039 -0.0044 0.0239
Si -15.6029 9.489 25.0823 0.0047 0.0022 0.0164
Si 27.145 -22.8935 28.0619 -0.003 0.0031 -0.0123
Si 1.7724 23.9139 25.8698 -0.0019 0.0026 0.0134
Si 21.4387 -9.8456 24.3349 -0.0063 0.008 0.041
Si 3.166 1.0733 28.4801 0.0053 0.0001 -0.0151
Si 18.6332 33.7073 24.7797 -0.0037 -0.0059 0.0234
Si 7.9072 14.0393 26.8639 0.0017 0.0034 -0.0049
Si -4.6834 29.6634 34.9641 -0.0065 -0.0053 -0.0821
Si 18.7582 13.8981 22.442 0.0016 0.0015 0.0512
Si 5.5504 -0.9209 32.9862 0.0048 -0.0076 -0.0712
Si 2.9016 13.7256 19.3929 0.009 0.0068 0.0577
Si 7.3238 21.2119 30.4367 0.0072 0.0039 -0.0457
Si 17.0095 14.3362 35.8485 -0.0048 0.0001 -0.0839
Si 21.7791 12.6211 32.9757 -0.0167 0.0078 -0.0695
Si -7.9051 -2.9254 35.394 0.0028 -0.0045 -0.0787
Si 23.2652 11.9691 35.7173 -0.0012 -0.0016 -0.089
Si -1.727 5.566 23.7766 0.0005 -0.0089 0.0485
Si 22.7142 8.1036 33.3684 -0.008 0.0082 -0.0707
Si -2.4889 17.8387 19.1657 0.0119 0.0009 0.0825
Si -5.1329 17.7551 18.4889 -0.0105 0.0011 0.0729
Si 11.9732 22.1367 19.5242 -0.0023 -0.0002 0.0907
Si 21.0882 -0.995 31.4735 -0.0077 -0.0015 -0.0539
Si 23.028 4.1865 32.4491 0.0025 0.0054 -0.0713
Si 14.8776 18.6058 20.398 -0.0135 -0.0067 0.0851
Si 17.5111 5.1365 33.3656 0.0011 0.0022 -0.0759
Si 9.2456 25.7401 32.146 -0.0024 -0.006 -0.0535
Si 3.9463 23.6874 24.0986 -0.006 -0.0022 0.0467
Si -3.286 2.4594 29.8987 -0.0059 0.0023 -0.0337
O -15.2341 3.8903 -3.5054 -0.0054 -0.0202 0.0513
O 11.441 1.2745 -3.4579 0.0217 -0.0088 0.0632
O 8.5975 5.3633 -18.8105 0.0024 -0.0068 -0.033
O 5.5537 4.7356 -1.2115 -0.0116 0.0149 0.0449
O 16.4787 8.234 -20.2618 0.002 0.0076 -0.0383
O 4.7732 -1.9068 -13.4531 -0.0066 -0.0017 -0.0104
O 5.3335 15.9292 -5.5016 0.0205 0.0006 0.0333
O 18.6721 12.5243 -11.5871 -0.0006 -0.0019 -0.0122
O -7.4262 13.0445 -8.2259 0.003 0.0048 0.0085
O 8.6784 -1.2961 -6.8964 0.0092 0.0017 0.017
O 9.7692 20.4993 -21.0679 -0.0029 -0.0009 -0.0204
O 4.0422 28.4593 -0.1713 0.0044 -0.0067 0.0288
O 5.6059 28.3988 -12.0223 0.0031 -0.0006 -0.0142
O 2.0077 8.8081 -3.4908 0.0162 -0.0024 0.0361
O 9.2727 6.7309 -0.5717 -0.0031 0.0019 0.0201
O 32.9149 20.4063 -7.6736 -0.0073 0.0038 0.0239
O 1.536 -0.9149 20.3965 -0.0027 0.0171 -0.0408
O 13.3313 7.6546 20.79 0.0131 -0.0021 -0.0296
O -6.3455 26.641 21.8548 -0.0006 -0.007 -0.0254
O 17.1766 6.1646 23.3762 -0.0091 -0.0055 -0.0262
O 13.9817 -1.9763 17.4475 -0.0182 -0.0143 -0.0432
O 19.5899 14.1023 17.5641 -0.011 -0.0168 -0.0417
O 8.5789 15.2817 22.8351 -0.0025 -0.007 -0.0246
O 15.2289 -6.6957 16.5416 0.003 0.0004 -0.0253
O 8.0846 15.8774 32.6468 -0.0134 0.0061 0.0263
O 6.9132 1.4932 16.7685 -0.001 -0.0072 -0.0182
O 8.4735 7.6454 17.7175 0.0026 0.0164 -0.0605
O 12.3774 6.9069 16.7104 0 -0.0019 -0.0184
O -4.2043 14.8989 26.239 0.0006 -0.0035 -0.0033
O -5.8636 -0.1091 17.6564 0.0092 0.0122 -0.0365
O -6.3354 0.253 28.3056 0.0012 -0.0002 0.0041
O 46.0529 31.0402 22.9268 -0.0152 -0.0088 -0.0403
O 2.5532 2.6102 24.5297 0.0047 0.0017 -0.0153
O 4.2248 19.5271 27.8372 0.002 0.0032 0.0006
O 9.3445 6.7979 22.776 0.0101 0.0108 -0.04
O -18.8114 6.8824 26.428 0.0017 0.0002 -0.0076
O 2.7572 1.7401 27.0627 -0.0006 -0.0016 -0.001
O 32.4043 8.9829 32.7526 0.0119 -0.0128 0.0329
O 10.5396 16.0314 17.3486 0.014 0.013 -0.0502
O 17.0575 27.4861 17.4665 -0.0041 -0.013 -0.0465
O 4.7831 18.3678 21.7739 -0.0042 0.0126 -0.0406
O 4.0491 4.5689 26.0181 0.0002 0.0055 -0.008
O 9.6342 -8.1255 33.188 0.0072 -0.0086 0.0179
O 21.8858 11.6319 22.808 0.002 0.0049 -0.0406
O -10.4411 24.8556 21.7427 0.0067 0.0094 -0.0358
O -14.912 28.8902 19.6391 -0.0018 -0.0001 -0.0307
O -6.7841 6.9111 31.0558 0.0004 0.0037 0.0206
O 6.1707 -1.0933 26.6678 0.0028 -0.0014 -0.0049
O 10.4767 3.6615 19.4494 -0.0184 0.0028 -0.0531
O 13.6399 2.7532 17.7866 0.0016 0.0014 -0.0816
O 6.3363 32.2834 31.6959 -0.0142 -0.0022 0.0419
O 33.4599 11.0262 17.928 -0.0161 -0.0101 -0.0691
O 20.1605 25.6716 26.5027 0.003 0.0007 -0.0088
O 15.2978 2.37 22.6377 0.0098 0.0122 -0.0409
O 22.5963 0.8602 25.4564 -0.0035 0.0009 -0.016
O 24.4014 37.4743 31.8624 -0.0114 -0.0035 0.025
O 15.2431 -4.2857 19.2703 0.0153 -0.0037 -0.0446
O 2.5971 20.2418 25.6965 0.0017 0.0034 -0.0153
O 32.3976 11.813 20.1991 0.0138 -0.0114 -0.0434
O 0.2215 16.5838 21.1083 0.0048 -0.0103 -0.0255
O 21.312 11.4121 32.0015 0.0077 0.0154 0.0265
O 23.6726 32.8438 28.8993 0.0003 -0.0098 0.0088
O -1.991 23.8135 21.6775 0.0114 -0.0034 -0.0239
O -8.623 23.1985 19.8312 0.0023 0.0014 -0.0299
O 7.1125 18.9125 36.3264 0.0273 -0.0014 0.0626
O 4.2657 19.9749 32.5133 0.0114 0.0088 0.0294
O 6.5662 17.3899 34.2196 -0.0025 0.0209 0.0371
O 15.9291 13.9311 27.8939 -0.0002 0.0039 0.0087
O -6.4964 -18.8203 20.0348 -0.0177 -0.0067 -0.0456
O 22.6843 3.4425 26.2973 -0.0006 0.0003 -0.0095
O 21.5744 -17.048 31.86 0.0068 -0.0019 0.0219
O 24.7328 22.3442 35.2671 -0.008 0.0057 0.0303
O 12.6879 -30.2344 36.6288 0.0106 0.0123 0.0507
O 17.4308 9.0763 33.9132 0.0057 -0.0146 0.0383
O 34.2913 19.4792 28.059 0.0039 0.004 0.0094
O 20.3005 23.1222 37.4445 -0.0004 -0.0026 0.0225
O 4.3663 37.2825 29.9396 -0.0028 0.0114 0.0226
O 5.0032 24.0405 25.2818 -0.0058 -0.0056 -0.0148
O -10.2224 10.909 36.6505 -0.0182 -0.0056 0.044
O 14.5224 22.125 24.1247 -0.0005 0.0011 -0.0117
O -8.3163 -2.3038 36.8236 -0.0019 -0.0016 0.0595
O 10.5422 5.1383 24.5272 -0.0032 0.008 -0.0209
O 12.088 24.3473 32.2412 -0.0025 -0.0016 0.022
O 7.2275 30.1012 24.7466 0.0001 -0.0035 -0.0122
O 6.4583 -1.3279 29.2674 0.007 0.0056 0.0149
O 22.0267 6.86 34.1552 0.0007 -0.0108 0.0338
O 18.3153 2.2769 23.7962 0.0009 0.0098 -0.0284
O -13.577 5.977 25.0084 0.0045 -0.0039 -0.0184
O -1.4499 18.452 20.2195 -0.0202 -0.0009 -0.0513
O 8.6448 3.2226 30.8475 0.0118 0.014 0.0294
O -4.8389 13.5764 30.3145 0.0027 0.0022 0.0093
O 11.1779 8.2814 21.9942 0.0012 -0.002 -0.0145
O -6.5125 9.1717 19.7384 0.0063 0.0126 -0.0425
O 2.0884 15.0094 19.9825 0.0077 -0.0075 -0.0277
O 25.5351 6.2494 23.9725 0.0037 0.0018 -0.0334
O 12.1484 4.4418 34.0578 0.0001 0.0137 0.047
O 6.6059 43.5313 24.4086 0.002 0.0032 -0.0095
O 16.1519 -0.1804 36.4536 0.0067 -0.0052 0.0528
O 15.877 -8.5792 35.6671 0.0037 0.0068 0.0315
O 7.4542 2.9129 36.5974 0.0194 -0.0119 0.0474
O -3.0382 13.9703 28.452 0.0002 -0.0039 0.0114
O 17.4839 3.2586 21.4813 -0.0091 0.0034 -0.0251
O -0.7087 2.6185 24.4103 -0.001 -0.0092 -0.0187
O 13.7796 20.0578 30.3128 0.0092 -0.0131 0.0232
O -1.7203 0.2639 24.5971 0.0073 0.0032 -0.015
O 18.7259 11.7522 29.8843 0 -0.0023 0.0143
O 1.9337 7.6484 32.1721 -0.0121 0.0028 0.0332
O 15.4753 -2.882 35.195 -0.0011 -0.0006 0.0319
O 11.2115 -5.5952 36.3635 -0.0206 0.0005 0.0689
O 15.9818 0.3599 33.8539 -0.0092 0.0169 0.0501
O 3.7736 12.1184 37.9146 -0.004 0.0012 0.0301
O 2.5291 6.3935 35.2986 0.0052 0.005 0.0288

Results
free energy: -161105.655 eV
free energy less fixed offsets of O -570.45, Si -639.56 eV per atom: -2.135 eV

The program warned: the cutoff lies below the one the program advises for these potential files; the forces do not sum to zero within the program's tolerance; empty levels may hold ghost states of the PAW files; the exchange-correlation potential is rough where the density is thin.
